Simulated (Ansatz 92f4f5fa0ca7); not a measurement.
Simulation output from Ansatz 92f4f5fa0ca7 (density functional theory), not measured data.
Periodic cell of 223 atoms, Si131O90P2, from a study of silicon, its oxide and their interface. The atomic structure is a simulated model.

Settings: functional PBE; potential files Ansatz PAW; basis plane waves; wave-function cutoff 700 eV; density cutoff ratio 5; exchange-correlation grid ratio 1; k mesh 2 x 2 x 1, shifted by 0.5 0.5 0.5 of a step; self-consistency stop 5e-08 eV per atom in the density residual; occupations fixed; spin none; net charge 0.

Cell vectors (angstrom)
a  10.938  0  0
b  0  10.938  0
c  0  0  32.1988

Atoms: element, x, y, z (angstrom)
Si  10.7052  0.1344  24.7758
Si  5.7803  10.626  24.7212
Si  2.5977  2.8338  24.5526
Si  8.5705  2.4542  24.8605
Si  0.3178  5.0541  24.7945
Si  5.1663  5.6891  24.6768
Si  2.9807  7.9782  24.5994
Si  8.027  8.4314  24.7095
P  1.8478  0.8314  25.372
Si  6.9031  1.2915  26.0591
Si  4.0401  4.0582  26.0129
Si  9.6881  4.0044  26.2352
Si  1.4333  6.7787  25.9743
Si  6.8327  6.8078  25.9786
Si  4.1931  9.4536  26.0082
Si  9.5413  9.5868  26.1616
Si  2.8014  -0.0728  27.2755
Si  8.2156  0.0076  27.5433
P  0.0309  2.6835  27.5778
Si  5.4841  2.7165  27.3381
Si  2.7015  5.4046  27.4374
Si  8.2083  5.455  27.3732
Si  0.025  8.1452  27.3589
Si  5.5149  8.1189  27.4449
Si  4.0773  1.3738  28.6962
Si  9.5776  1.431  28.8744
Si  1.2901  4.0889  28.8428
Si  6.8238  4.0958  28.7381
Si  4.0875  6.7882  28.7921
Si  9.5643  6.8304  28.7511
Si  1.3654  9.5749  28.6929
Si  6.8161  9.5525  28.8316
Si  0.0175  -0.0074  30.1389
Si  5.4371  0.0136  30.137
Si  2.7298  2.7293  30.1334
Si  8.1677  2.759  30.1747
Si  -0.0203  5.4948  30.1719
Si  5.4744  5.4522  30.1486
Si  2.7293  8.2138  30.1222
Si  8.214  8.1947  30.1543
Si  1.3673  1.3673  31.515
Si  6.8362  1.3673  31.515
Si  4.1018  4.1018  31.515
Si  9.5708  4.1018  31.515
Si  1.3673  6.8362  31.515
Si  6.8362  6.8362  31.515
Si  4.1018  9.5708  31.515
Si  9.5708  9.5708  31.515
Si  2.7345  0  0.6835
Si  8.2035  0  0.6835
Si  0  2.7345  0.6835
Si  5.469  2.7345  0.6835
Si  2.7345  5.469  0.6835
Si  8.2035  5.469  0.6835
Si  0  8.2035  0.6835
Si  5.469  8.2035  0.6835
Si  4.1229  1.3598  2.0585
Si  9.569  1.3547  2.0555
Si  1.3709  4.1191  2.0394
Si  6.8502  4.0864  2.0604
Si  4.1073  6.8268  2.0567
Si  9.5791  6.8355  2.0536
Si  1.3828  9.5496  2.0555
Si  6.8311  9.5895  2.0527
Si  0.0003  -0.034  3.3935
Si  5.4938  0.0124  3.4741
Si  2.7785  2.7818  3.3682
Si  8.1942  2.6946  3.4522
Si  0.0247  5.48  3.4351
Si  5.4875  5.463  3.4126
Si  2.773  8.2066  3.4509
Si  8.2128  8.2268  3.3845
Si  1.4004  1.3872  4.6417
Si  6.8545  1.3439  4.9106
Si  4.1645  4.0789  4.8077
Si  9.5845  4.0796  4.7639
Si  1.4233  6.8257  4.8221
Si  6.8373  6.8814  4.7371
Si  4.145  9.5713  4.8488
Si  9.5669  9.548  4.7964
Si  2.7554  0.1025  6.0664
Si  8.2168  -0.0659  6.271
Si  0.0374  2.6701  6.0476
Si  5.4856  2.7194  6.2964
Si  2.8255  5.4694  6.1831
Si  8.185  5.4713  6.0503
Si  0.0233  8.1805  6.1589
Si  5.5406  8.2171  6.2373
Si  3.8499  1.5621  7.6087
Si  9.8507  1.1362  7.4545
Si  1.6441  3.7898  7.3164
Si  6.6624  4.4063  7.4891
Si  4.4188  6.6257  7.5463
Si  9.3831  6.9368  7.4137
Si  1.1509  9.9107  7.3018
Si  7.1758  9.2193  7.675
O  8.3266  8.0774  7.9164
O  2.7293  2.7253  7.9615
O  9.735  1.3964  24.324
O  4.0772  6.8139  24.0946
O  0.0384  0.0202  7.9604
O  5.538  5.503  8.0371
O  6.9227  9.5469  24.1574
O  1.3566  3.8813  24.2213
O  3.877  7.3833  8.932
O  0.8267  4.3648  8.6071
O  9.8309  6.1652  8.8105
O  2.1169  9.3779  8.5156
O  7.5147  3.9178  8.8173
O  4.2903  0.9093  9.0727
O  6.7568  9.5442  9.2331
O  9.2276  1.8575  8.8
O  7.9203  3.2332  23.5646
O  10.4837  5.6975  23.4944
O  5.0311  0.3526  23.4235
O  5.8479  4.9372  23.3805
O  3.3031  2.4267  23.1055
O  2.3121  8.7532  23.2837
O  8.7529  7.7339  23.4016
O  -0.0448  10.1426  23.4331
Si  4.5149  1.5388  22.4301
Si  3.5256  7.8997  14.0392
Si  7.1534  0.9268  14.6661
Si  0.9513  9.2591  22.4953
Si  1.2108  4.2877  11.8865
Si  6.3055  8.9314  15.3166
Si  0.7101  1.3455  12.3079
Si  8.686  4.9051  20.5152
Si  0.3435  5.7  9.3726
Si  5.1478  3.0901  17.9339
Si  0.925  3.7105  16.757
Si  10.4489  2.7917  19.2346
Si  5.3041  1.1623  10.3523
Si  0.9358  0.1235  19.8507
Si  6.6741  9.4419  10.8715
Si  9.3822  9.6401  18.3282
Si  9.4245  9.2189  12.5746
Si  6.7075  3.7773  22.6178
Si  2.4581  8.0608  9.3869
Si  10.6368  7.3338  17.0824
Si  2.5569  6.2574  16.5883
Si  10.2149  4.4621  14.1979
Si  6.1874  9.1442  18.5133
Si  7.9867  2.5633  9.587
Si  8.9118  2.1228  12.4557
Si  5.388  6.2066  18.0706
Si  3.9764  0.5207  19.4482
Si  4.3065  3.8199  12.0506
Si  5.5786  6.5778  12.1391
Si  8.0607  2.4637  17.2228
Si  4.3987  2.4554  14.9636
Si  1.5761  1.1842  15.2638
Si  1.6052  9.3904  12.0569
Si  8.0894  6.8196  13.8646
Si  10.4217  9.8031  15.4912
Si  9.8966  6.9077  22.5732
Si  8.1624  5.4447  17.4157
O  6.0776  7.9396  11.2963
O  6.0712  9.1627  16.8965
O  7.7146  1.3377  13.1975
O  0.922  1.724  13.8788
O  9.4785  6.2187  16.885
O  6.8006  6.1722  13.1303
O  5.1772  4.6224  18.6129
O  9.2763  2.1059  18.2753
O  2.4169  0.057  19.083
O  9.4505  10.1958  16.7688
O  2.8184  4.4199  11.715
O  5.1124  10.2825  19.0884
O  9.4601  3.215  13.5021
O  0.5066  1.7133  19.9676
O  3.189  1.3408  15.0655
O  8.2236  5.3347  19.0288
O  3.9423  6.5624  17.395
O  4.6276  3.263  16.3779
O  9.1003  5.6384  14.3205
O  5.7528  2.5558  22.1366
O  10.7193  4.1161  15.6918
O  0.3813  3.8247  18.2927
O  10.472  10.4753  19.2178
O  9.6801  9.9938  14.0343
O  11.0694  7.9146  22.0666
O  1.2309  2.1265  16.5411
O  9.7722  3.6862  20.4234
O  8.1897  3.9926  16.6885
O  -0.0065  9.0804  11.9115
O  6.6311  2.3845  18.0088
O  5.6083  10.6984  11.2018
O  7.7949  9.5544  18.8489
O  10.062  1.0034  12.0642
O  1.3311  6.9455  9.0837
O  0.6602  4.7419  13.3586
O  5.7554  7.5841  18.9854
O  5.2676  5.0637  11.5184
O  2.7555  6.9509  15.1259
O  0.9486  2.7207  11.4767
O  0.9008  10.6543  15.5516
O  2.443  8.5709  10.9236
O  4.7204  2.4102  11.2744
O  4.2875  3.487  13.6795
O  2.2429  4.6483  16.5034
O  10.7496  8.2167  15.7032
O  6.9649  10.2591  14.6674
O  2.3746  8.9218  13.4375
O  8.0702  1.4853  15.9094
O  4.1658  6.9681  12.8643
O  4.2162  1.9707  18.6944
O  7.3499  4.4125  21.2832
O  8.4365  2.9094  11.1118
O  1.2269  6.8339  17.3685
O  5.6871  1.5412  14.7579
O  8.1602  9.7318  11.5982
O  9.2766  6.226  21.2446
O  8.9985  7.6852  12.8548
O  1.6875  0.0971  11.8998
O  6.6967  6.1077  17.0709
O  7.4334  7.7675  15.0367
O  1.2629  10.2116  21.212
O  10.0738  8.1621  18.3606
O  4.0418  0.8259  21.0531
O  0.3584  5.3091  10.9387
O  6.7221  1.554  9.6475
O  4.8124  8.6782  14.6901

Results
free energy: -135993.822 eV
free energy less fixed offsets of O -569.03, P -756.45, Si -635.61 eV per atom: -3.312 eV

Forces (eV/angstrom), in the order of the atoms: element, x, y, z
Si  0.1018  0.1316  -0.0183
Si  0.0182  -0.0487  0.0022
Si  -0.2041  -0.1162  0.0907
Si  -0.0029  -0.0544  0.024
Si  0.0502  -0.0119  -0.0013
Si  -0.0047  -0.0301  -0.0023
Si  0.0471  -0.0011  -0.018
Si  0.0054  0.0042  0.0158
P  0.2631  -0.2363  0.0019
Si  0.0059  -0.0127  -0.0077
Si  0.0101  0.0175  -0.0581
Si  -0.0055  -0.0014  0.0367
Si  -0.0179  -0.003  0.0033
Si  -0.024  0.0259  0.0526
Si  0.036  -0.0477  0.0611
Si  -0.0355  0.001  -0.0493
Si  -0.2217  0.2133  -0.2579
Si  -0.0134  0.0118  -0.008
P  0.0403  -0.0498  -0.2359
Si  0.0438  0.0082  -0.0493
Si  -0.0058  0.0195  0.0028
Si  0.0207  -0.0156  -0.0798
Si  -0.0007  -0.0638  -0.0502
Si  -0.0462  0.0508  -0.0725
Si  -0.0458  -0.0717  0.0986
Si  -0.0578  -0.0357  -0.0095
Si  0.0392  0.0721  -0.0184
Si  0.0181  0.0145  0.0556
Si  0.0291  0.0247  0.0241
Si  -0.0035  -0.0065  0.0539
Si  0.0812  0.0385  0.1173
Si  0.005  -0.0205  0.0032
Si  0.022  -0.0286  -0.0468
Si  -0.0166  0.0311  -0.0362
Si  0.0301  -0.0314  -0.035
Si  0.0168  0.0353  -0.0612
Si  -0.0472  -0.0143  -0.0481
Si  -0.0199  0.0032  -0.0176
Si  -0.0202  0.0089  -0.0402
Si  0.0068  0.0108  -0.0151
Si  0.1369  -0.11  -0.0006
Si  -0.2258  0.0049  0.0135
Si  -0.0037  -0.1129  -0.0289
Si  -0.1256  0.1271  0.1306
Si  0.0205  0.2382  -0.0327
Si  0.0582  -0.0952  0.0065
Si  -0.1422  0.0096  -0.0859
Si  0.0884  0.0002  -0.0212
Si  0.0485  -0.0349  0.1368
Si  -0.0372  0.0391  -0.0989
Si  -0.0572  -0.0079  0.0564
Si  0.0548  -0.1029  0.049
Si  -0.0005  0.1484  -0.1351
Si  0.0917  -0.0988  0.1265
Si  0.1471  -0.0617  0.0159
Si  -0.007  0.0381  0.0503
Si  0.0377  -0.0186  -0.0133
Si  -0.0107  0.005  -0.0097
Si  -0.0104  0.0146  -0.0166
Si  0.0065  -0.0174  -0.0037
Si  -0.007  0.0066  -0.002
Si  0.0152  -0.0093  -0.0084
Si  0.0194  -0.0326  -0.0171
Si  -0.0117  0.0137  -0.0092
Si  -0.0078  0.004  0.0402
Si  -0.01  -0.0018  -0.018
Si  0.0032  -0.0172  0.0529
Si  0.0081  0.0182  0
Si  -0.0095  -0.0037  0.0105
Si  -0.0058  -0.0022  0.0209
Si  -0.0144  -0.0025  0.0029
Si  0.0088  -0.0115  0.0366
Si  0.0097  -0.0091  -0.0346
Si  -0.005  -0.0039  0.0084
Si  0.0023  0.0071  -0.0072
Si  -0.0071  -0.0048  0.0059
Si  0.0024  0.0065  0.0036
Si  -0.0049  0.0097  -0.0076
Si  0.0126  -0.0063  0.0175
Si  -0.018  -0.0087  -0.0091
Si  0.012  0.0236  0.0057
Si  -0.0086  -0.0015  -0.0161
Si  -0.0008  -0.0156  -0.0017
Si  -0.0105  0.0045  -0.0205
Si  0.0114  0.0148  -0.0035
Si  0.015  -0.0085  -0.0023
Si  -0.0095  0.0067  -0.0114
Si  0.0031  0.0035  -0.0297
Si  -0.0382  0.0025  0.0285
Si  0.0306  -0.0005  0.0341
Si  -0.004  -0.0249  0.0232
Si  0.0079  0.049  0.0416
Si  0.021  -0.0124  0.0307
Si  -0.0331  0.002  0.0202
Si  0.0005  0.0297  0.0273
Si  0.0245  -0.037  0.0397
O  -0.0042  0.0096  0.0198
O  0.0208  -0.018  0.0208
O  -0.1073  0.0278  -0.0221
O  -0.0133  0.0137  -0.0121
O  -0.0025  0.0028  0.0155
O  -0.0033  -0.0052  0.0132
O  -0.0154  0.0115  -0.0154
O  -0.016  0.0943  -0.0028
O  -0.0143  0.0006  -0.0101
O  0.0033  0.0219  0.0003
O  0.02  -0.0002  -0.0049
O  -0.0157  -0.0303  0.0052
O  -0.0095  -0.0295  -0.0058
O  0.0105  0.0237  -0.0015
O  0.0011  -0.0074  0.0018
O  -0.0182  0.0049  -0.0025
O  0.0021  -0.0051  0.0347
O  0.0145  -0.0268  0.048
O  -0.0177  0.1059  -0.062
O  0.0222  -0.0433  -0.0389
O  -0.003  -0.0823  0.1289
O  -0.0666  -0.0355  -0.0238
O  -0.0156  0.0026  0.0027
O  0.164  0.0889  0.1002
Si  0.0377  0.0011  0.056
Si  -0.0052  0.0011  -0.0052
Si  0.0061  -0.0036  -0.0054
Si  -0.0355  0.0347  0.0839
Si  -0.0029  0.0097  -0.0035
Si  0.0017  -0.0029  -0.0043
Si  0.0014  -0.0019  -0.0074
Si  -0.0123  0.0053  -0.0041
Si  -0.0009  0.0097  -0.0075
Si  -0.0019  0.0003  -0.0058
Si  -0.0029  0.0046  -0.007
Si  0.0012  0.001  -0.0034
Si  0.0064  -0.001  -0.0061
Si  -0.0055  0.0138  -0.015
Si  0.0046  0.0038  0.0032
Si  0.0009  -0.0029  -0.01
Si  -0.004  -0.0003  -0.0037
Si  -0.0647  -0.0026  0.011
Si  -0.0072  -0.0062  -0.0088
Si  -0.0061  0.0069  -0.0051
Si  0.0026  -0.0013  -0.0134
Si  0.0002  -0.0005  -0.0009
Si  0.0039  -0.0055  -0.0124
Si  0.0014  0.0003  -0.007
Si  0  0  -0.0081
Si  0.0005  0.0025  -0.0006
Si  -0.008  -0.0002  -0.0045
Si  -0.0059  0.0023  0.0071
Si  0.0001  0.0016  0.0079
Si  0.0007  -0.0064  -0.0083
Si  -0.005  0.0053  -0.0051
Si  -0.0024  -0.0021  -0.0039
Si  0.0088  -0.0045  -0.0004
Si  -0.0009  -0.0066  0.0024
Si  -0.0003  0.0042  -0.0092
Si  -0.0097  0.0137  -0.0058
Si  0.001  -0.0073  -0.0004
O  -0.007  -0.0007  0.001
O  0.012  -0.0056  0.0159
O  0.0095  -0.0027  0.0037
O  0.0106  -0.0189  0.0006
O  -0.0061  -0.0029  -0.0064
O  0.0187  0.0209  -0.0043
O  0.0019  -0.0044  -0.0172
O  -0.0002  0.0307  -0.0029
O  0.0142  0.0045  0.0077
O  0.0156  -0.0159  0.0151
O  -0.004  -0.0021  0.002
O  -0.0077  0.0041  -0.0083
O  0.0103  0.0067  -0.0149
O  0.0008  0.0151  -0.0158
O  -0.0014  0.0184  -0.0056
O  0.01  -0.0142  -0.003
O  -0.0059  -0.0049  -0.0074
O  0.0086  -0.0183  0.0163
O  0.0016  -0.0108  -0.0046
O  -0.0348  -0.011  0.0566
O  0.013  -0.0066  0.0087
O  -0.0105  -0.0207  -0.0069
O  0.0001  -0.0104  -0.0095
O  0.0204  -0.0201  0.0128
O  0.0572  0.0622  0.0076
O  -0.0024  0.0105  -0.0237
O  -0.0113  0.0067  -0.0228
O  -0.002  -0.011  0.022
O  0.0077  0.0045  -0.0018
O  0.0026  0.0093  -0.0192
O  0.0006  0.0028  -0.0133
O  -0.0002  0.0063  -0.0155
O  0.0004  0.0366  0.0133
O  0.0064  -0.0042  0.0211
O  -0.0119  -0.015  -0.0053
O  -0.0097  0.0046  -0.0176
O  -0.0092  -0.009  -0.0204
O  0.0047  -0.0002  0.0078
O  -0.0071  0.0016  0.0076
O  -0.0228  -0.001  -0.0101
O  -0.0181  0.0069  -0.0056
O  0.0138  0.0102  -0.0043
O  0.0028  -0.024  0.0005
O  -0.0138  -0.0021  -0.0033
O  -0.0068  0.013  0.0169
O  -0.0107  -0.001  0.0075
O  0.0135  -0.0084  -0.0017
O  -0.0182  0.0146  0.0055
O  0.004  0.0145  0.0042
O  0.0128  -0.0045  -0.0042
O  0.0131  0.0056  0.0086
O  0.0044  -0.025  0.0007
O  0.0065  -0.0062  -0.0099
O  0.0051  0.0137  -0.0006
O  -0.0166  -0.0091  -0.0189
O  -0.0116  -0.0318  -0.0118
O  -0.0162  0.0106  0.0123
O  -0.0204  0.0014  0.0084
O  0.0002  -0.0012  -0.0035
O  -0.0075  0.0121  -0.0055
O  -0.0259  -0.0241  0.0793
O  -0.0009  0.0133  -0.0301
O  -0.0058  0.0246  0.0175
O  0.0183  -0.0128  -0.0138
O  -0.0044  0.0155  0.0176
O  0.0046  -0.0043  -0.0064

The program warned: the cutoff lies below the one the program advises for these potential files; the exchange-correlation potential is rough where the density is thin.
